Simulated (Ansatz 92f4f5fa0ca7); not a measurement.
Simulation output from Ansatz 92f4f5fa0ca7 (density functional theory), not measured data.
Periodic cell of 208 atoms, Si128O80, from a study of silicon, its oxide and their interface. The atomic structure is a simulated model.
Doubt: the cutoff is far below the 930 eV that the study's wrapper takes by default for these files, so forces and energies are approximate.
This geometry differs little from another in the collection (a relaxation step or a small displacement).

Settings
functional: PBE
potential files: Ansatz PAW
basis: plane waves
wave-function cutoff: 580 eV
density cutoff ratio: 5
exchange-correlation grid ratio: 1
k mesh: 1 x 1 x 1, Gamma-centred
self-consistency stop: 5e-08 eV per atom in the density residual
occupations: fixed
spin: none
net charge: 0

Cell vectors (angstrom)
a  10.938  0  0
b  0  10.938  0
c  4.1972  -4.5648  31.0708

Atoms and the computed forces on them: element, x, y, z (angstrom), force x, y, z (eV/angstrom)
Si  5.327  -5.6233  23.7105  0.0252  -0.0405  0.0585
Si  8.007  -2.9411  23.7739  0.0255  -0.0083  0.2013
Si  5.7924  -0.7512  23.6429  -0.001  0.0127  -0.0054
Si  8.6316  -8.9753  23.6368  -0.0288  0.0184  0.0094
Si  0.3049  -6.2591  23.5239  0.0001  0.0087  0.0129
Si  3.0394  -3.4775  23.5544  -0.0067  -0.0015  -0.0095
Si  10.8259  -0.3004  23.4913  0.0171  -0.0321  0.0432
Si  2.5628  -8.4816  23.4854  0.048  -0.0206  0.0466
Si  6.8726  -4.5204  25.0688  -0.0009  0.0103  -0.0105
Si  9.6782  -1.7984  24.9413  -0.0029  -0.0138  -0.0106
Si  6.9544  -10.0671  24.9064  -0.0152  0.0194  0.0167
Si  9.7172  -7.3616  24.947  -0.0252  0.0291  0.022
Si  1.4485  -4.6352  24.8563  -0.0267  0.0261  0.0244
Si  4.1719  -1.8815  24.9095  -0.0309  0.0231  0.0134
Si  12.3837  0.8813  24.849  0.0231  -0.0112  -0.0081
Si  4.1551  -7.3214  24.8561  -0.001  -0.0099  -0.0076
Si  5.517  -3.1588  26.3681  0.0137  -0.0315  0.0078
Si  8.3096  -0.4562  26.3184  0.0107  0.0057  0.0099
Si  5.563  -8.6662  26.2422  0.0058  -0.0013  -0.0048
Si  8.313  -5.9507  26.2812  0.0135  -0.0142  -0.0122
Si  11.0485  -3.2194  26.2513  0.0083  -0.0114  -0.0113
Si  13.7619  -0.463  26.2459  -0.0022  -0.0022  0.0025
Si  11.0715  2.2329  26.3099  -0.0079  0.003  0.0119
Si  2.8248  -5.9522  26.2785  0.0086  -0.0009  0.0089
Si  4.1972  -4.5648  27.6526  -0.297  -0.1731  0.2895
Si  6.9317  -1.8303  27.6526  0.0441  0.2129  0.3849
Si  4.1972  -10.0338  27.6526  0.0003  -0.0231  -0.3123
Si  6.9317  -7.2993  27.6526  -0.0265  -0.0874  -0.1672
Si  9.6662  -4.5648  27.6526  0.0779  -0.0401  -0.1478
Si  12.4007  -1.8303  27.6526  0.0473  -0.0458  -0.2681
Si  9.6662  0.9042  27.6526  0.062  0.0549  0.3032
Si  12.4007  -7.2993  27.6526  0.1095  -0.0826  0.1683
Si  1.3673  -1.3673  3.418  -0.3047  -0.169  -0.1073
Si  4.1018  1.3673  3.418  0.117  0.1719  -0.1962
Si  1.3673  4.1018  3.418  0.3554  0.4259  -0.2524
Si  4.1018  -4.1018  3.418  -0.1105  -0.0685  0.3592
Si  6.8362  -1.3673  3.418  0.1064  -0.0078  0.2572
Si  -1.3673  1.3673  3.418  -0.0651  -0.2797  0.3395
Si  6.8362  4.1018  3.418  -0.2458  -0.2888  -0.4295
Si  -1.3673  -4.1018  3.418  0.1983  0.3782  -0.2509
Si  2.6511  0.0742  4.7242  0.0135  -0.0045  -0.0088
Si  5.5459  2.659  4.7945  0.0025  -0.012  -0.0144
Si  2.7318  5.4679  4.8538  0.0192  -0.0214  0.0015
Si  5.4569  -2.7221  4.8063  0.001  0.0073  -0.0006
Si  -2.7025  -0.0627  4.8657  -0.0112  0.0012  0.0027
Si  -0.0091  2.8029  4.7247  -0.0035  -0.0039  -0.009
Si  8.1104  5.556  4.6753  0.0054  0.0123  -0.0006
Si  0.0453  -2.7801  4.8364  -0.0078  0.002  0.0037
Si  1.4441  1.5936  6.0985  -0.012  0.0115  0.0051
Si  4.2327  4.1088  6.108  -0.0466  0.0048  0.0091
Si  1.3508  -4.1577  6.3376  0.0113  -0.0035  -0.009
Si  3.9991  -1.3065  6.0135  0.0117  -0.0043  -0.0278
Si  -4.0562  1.2784  6.2832  0.0267  -0.0049  -0.0284
Si  -1.4209  4.2311  5.9206  0.0153  0.001  0.0015
Si  6.847  -4.0871  6.1901  -0.0139  -0.0168  0.0089
Si  -1.3995  -1.528  6.2584  -0.0126  0.0038  0.011
Si  -0.0155  -0.4708  7.8365  -0.0051  0.0146  -0.0217
Si  3.1127  2.5782  7.4412  0.0135  0.0268  -0.0492
Si  -0.586  -5.0955  7.417  -0.0511  0.0278  -0.0121
Si  2.523  -2.4162  7.4712  -0.0187  0.0017  0.0022
Si  5.1408  0.1258  7.4803  0.0077  0.002  0.0276
Si  -2.8205  3.0156  7.3309  0.0064  -0.0247  0
Si  5.8097  5.1742  7.4666  -0.0243  0.019  -0.0305
Si  -2.308  -3.314  7.5101  0.0485  -0.0276  -0.0372
Si  5.5645  -5.932  29.0198  -0.0468  0.013  -0.0303
Si  8.299  -3.1975  29.0198  -0.041  0.0077  -0.0262
Si  5.5645  -11.401  29.0198  0.0931  0.0245  0.01
Si  8.299  -8.6665  29.0198  0.0124  -0.033  -0.0025
Si  11.0335  -5.932  29.0198  0.0034  -0.0071  -0.0109
Si  13.768  -3.1975  29.0198  -0.0388  -0.0788  0.0046
Si  11.0335  -0.463  29.0198  -0.0777  -0.0188  -0.0208
Si  2.83  2.2715  29.0198  -0.0001  0.0718  -0.0042
Si  6.9317  -4.5648  30.3871  0.019  -0.0124  -0.0178
Si  9.6662  -1.8303  30.3871  0.0282  0.0004  -0.0037
Si  6.9317  -10.0338  30.3871  -0.0262  0.0034  -0.0087
Si  9.6662  -7.2993  30.3871  -0.0458  0.0199  -0.0217
Si  12.4007  -4.5648  30.3871  0.003  0.0288  -0.0185
Si  4.1972  -1.8303  30.3871  -0.0053  0.0125  -0.0383
Si  1.4627  0.9042  30.3871  0.0077  -0.0444  -0.0156
Si  4.1972  -7.2993  30.3871  0.0555  -0.0293  0.009
Si  1.3673  1.3673  0.6835  0.0244  -0.0046  0.0432
Si  4.1018  4.1018  0.6835  -0.0656  0.0421  -0.0347
Si  1.3673  -4.1018  0.6835  -0.0124  0.0037  0.0195
Si  4.1018  -1.3673  0.6835  0.0309  -0.0243  0.0128
Si  6.8362  1.3673  0.6835  -0.016  -0.0191  0.0242
Si  -1.3673  4.1018  0.6835  0.0596  -0.0458  0.0158
Si  6.8362  -4.1018  0.6835  0.0205  0.0098  0.0435
Si  9.5708  -1.3673  0.6835  -0.0876  0.0716  -0.0272
Si  0  0  2.0507  -0.0654  -0.1248  -0.0213
Si  2.7345  2.7345  2.0507  0.167  0.1231  -0.0118
Si  0  -5.469  2.0507  0.0659  0.0464  -0.017
Si  2.7345  -2.7345  2.0507  0.0088  0.0634  0.0183
Si  5.469  0  2.0507  -0.0607  0.0173  0.0271
Si  8.2035  2.7345  2.0507  -0.061  0.0317  0.011
Si  5.469  5.469  2.0507  -0.1443  -0.2249  -0.0238
Si  8.2035  -2.7345  2.0507  0.1595  0.0921  -0.0174
Si  8.2645  -5.0358  16.6749  -0.0026  -0.0032  0.0045
Si  -1.0255  3.6681  9.5974  0.0114  -0.0018  0.0083
Si  2.287  -2.832  18.562  -0.0104  0.0132  -0.0021
Si  4.5578  -9.7767  21.4757  -0.0104  0.0163  -0.0129
Si  -0.3065  -0.8832  10.7792  -0.009  -0.0027  -0.0129
Si  11.0117  -3.663  16.5482  0.0026  -0.0015  0.0035
Si  1.8982  2.8  10.2233  -0.0207  0.0131  -0.0163
Si  7.6204  0.5425  16.9867  -0.0035  0.0012  -0.0044
Si  -2.2842  -2.9195  10.6187  0.0036  -0.0031  -0.019
Si  5.2486  -4.7094  10.4035  -0.0004  0.0101  -0.0172
Si  9.7293  -4.4025  21.4968  0.055  -0.0126  -0.0581
Si  4.4688  -5.6447  14.8553  0.0001  0.0012  -0.0031
Si  7.4207  -5.4293  19.6173  0.0148  -0.0119  -0.0067
Si  4.2135  -7.207  17.4396  0.0003  -0.0077  0.0015
Si  3.9914  -1.1652  16.4327  -0.0041  0.0073  0.0024
Si  1.7473  -8.0334  15.92  -0.0003  -0.0001  -0.0067
Si  -2.7381  3.7503  14.3304  -0.0032  0.0102  -0.0007
Si  8.0183  5.1611  11.5427  -0.0044  -0.0119  0.0062
Si  5.1623  -9.9785  18.4495  -0.0045  -0.0013  0.0046
Si  6.4714  1.2394  14.1498  0.001  -0.0014  0.0023
Si  5.9103  -3.4812  16.0514  -0.0026  -0.0026  -0.0014
Si  9.9434  -9.1602  15.8404  0.0056  0.0032  -0.0071
Si  9.4558  -1.1527  15.5474  0.0008  -0.0044  -0.0072
Si  3.3717  0.7285  14.188  -0.0099  -0.004  -0.0009
Si  1.663  -5.2741  14.5761  0.0001  -0.0004  0.0035
Si  12.0597  -2.2523  21.2903  -0.0021  0.0032  -0.0082
Si  6.7918  -7.4787  21.6502  -0.0225  -0.0089  -0.0037
Si  4.5566  -1.8736  9.7234  0.0147  -0.0079  -0.0073
Si  4.7437  -4.5864  18.8278  -0.0033  -0.0042  -0.0111
Si  2.5577  -0.053  11.2814  0.0065  -0.0063  0.0097
Si  -2.5086  -0.8517  12.7262  0.0006  -0.0066  0.004
Si  3.128  4.9375  12.2186  -0.0015  -0.007  0.0034
O  -2.616  4.7572  13.0766  -0.0012  -0.0047  0.0104
O  4.1351  1.3647  7.9506  0.0025  -0.0127  0.0046
O  12.387  -7.3487  22.9965  -0.027  0.0213  -0.0242
O  -3.9728  4.0685  7.9083  0.0091  0.0102  0.0203
O  2.3509  -2.8552  22.1896  -0.0038  0.0063  0.0072
O  3.4318  -2.6766  8.8284  0.0151  0.0013  0.0076
O  5.3427  -1.9614  15.9239  0.0015  -0.0003  0.0047
O  3.1501  -9.2357  22.1207  0.0115  -0.0159  -0.0287
O  -0.4791  -5.8847  8.8882  0.0011  -0.0224  0.0109
O  11.4514  -0.9515  22.0929  0.0087  -0.01  -0.0289
O  -0.5806  -0.1386  9.3441  0.0111  -0.0159  0.0202
O  10.4729  -5.6936  22.1712  0.0066  -0.0179  0.0133
O  0.3971  0.978  7.2262  -0.0116  -0.0289  0.0202
O  8.7911  -4.7934  20.2281  -0.0293  -0.0153  -0.0257
O  12.0461  -3.7045  17.8175  -0.0039  -0.0007  0.0013
O  3.2694  -0.6309  15.0821  -0.0001  0.0088  -0.0038
O  5.471  -0.8496  8.7965  -0.0058  -0.0251  0.0039
O  4.9  1.1214  13.8008  -0.0009  -0.0025  0.0003
O  4.2071  -4.5675  23.0829  -0.0312  0.0306  -0.0297
O  2.454  3.3166  8.7694  -0.0168  0.0083  0.0358
O  11.3462  -8.7232  16.5197  -0.0021  -0.001  0.0017
O  8.7162  -3.7264  22.5475  -0.0036  -0.0213  -0.08
O  2.6066  0.464  12.8029  0.0088  0.0007  0.0157
O  4.2137  4.5581  13.4104  0.0025  0.0045  0.0063
O  -1.4427  2.7905  14.631  -0.0006  -0.0023  0.0003
O  6.9187  2.7972  14.0015  0.0003  -0.0005  0
O  -2.0832  -1.6615  14.1037  0.0015  0.0036  0.0008
O  5.6081  -8.5617  21.5903  0.0257  0.0096  0.0228
O  8.102  -2.9831  9.0707  0.0001  0.008  0.0722
O  2.6492  -7.5985  17.2006  0.0058  0.001  0.0073
O  8.0968  -8.1775  22.3047  -0.0103  0.0081  0.0006
O  5.1396  -5.2314  8.8639  -0.0024  0.0159  0.0346
O  -1.2  -0.185  11.9725  -0.0068  -0.0008  -0.0006
O  4.4668  0.7298  19.9071  0.0069  -0.0033  -0.0062
O  6.645  -10.122  15.709  0.0015  0.002  -0.0057
O  10.161  0.287  15.2073  -0.0024  0.002  0.0031
O  5.0997  -8.434  17.9935  -0.0039  0.011  0.0013
O  3.8355  -5.0048  11.1544  -0.0055  -0.0067  -0.0004
O  11.5614  -4.1635  15.093  -0.0003  -0.0013  -0.0006
O  2.6039  3.607  11.4509  0.008  0.013  0.0094
O  7.6121  -5.6175  18.03  0.0032  0.0018  -0.0058
O  -1.772  2.6363  8.557  0.0113  0.0071  0.0125
O  3.4477  -3.7225  19.3108  0.0039  -0.0035  0.0127
O  4.2499  -6.12  18.6424  -0.0001  0.0022  0.0043
O  -2.2067  4.0027  10.6604  -0.0077  0.007  -0.0011
O  6.2687  -6.1879  22.4886  0.0178  -0.0176  -0.0248
O  5.1755  -4.0557  17.3671  0.0044  0.0001  0.0037
O  4.8757  -6.7228  16.0149  -0.0007  0.0013  0.001
O  6.437  5.4054  11.1781  0.0093  -0.0051  -0.0002
O  2.3393  1.2394  10.3183  0.0058  -0.0063  0.0011
O  6.046  -4.5235  19.8347  -0.007  0.004  0.0107
O  6.926  -1.8556  23.1445  -0.0611  0.0577  -0.0467
O  8.0138  -6.2246  15.6144  0.0039  -0.0026  -0.0002
O  3.8625  -0.9388  10.8709  -0.0157  0.0201  0.0169
O  1.2504  -0.9897  11.1655  -0.0066  -0.0009  -0.0085
O  7.1992  -6.9397  20.1837  0.0041  0.0097  0.0033
O  8.3247  -0.903  16.7131  0.0006  0.0007  0.0071
O  0.27  2.9642  10.3028  0.0095  0.0026  -0.0071
O  1.6673  -1.9008  19.7764  0.0119  -0.0025  -0.0121
O  2.6293  -8.9989  14.9648  0.0016  -0.0025  -0.0008
O  10.8781  -3.3484  21.053  0.0005  -0.0006  0.0134
O  10.5217  -2.1505  16.2371  -0.0021  0.0017  0.0028
O  12.1659  -6.773  15.0301  0.0053  0.0023  0.0006
O  5.5509  -4.4277  14.7531  -0.0014  -0.0004  0.0006
O  9.6983  0.8342  23.0526  0.0053  -0.0024  -0.022
O  -0.7341  -2.4377  10.5807  -0.0157  0.0086  -0.003
O  3.0762  -4.918  15.3141  -0.0016  -0.0029  -0.0012
O  7.5257  -3.6323  16.2255  0  0.0007  0.005
O  6.7479  0.5198  18.3681  0.0046  -0.0004  0.0073
O  7.8119  -1.9043  11.6154  0.0026  0.0065  0.0015
O  5.4509  -3.0728  10.4028  -0.0042  -0.0127  -0.0076
O  7.3399  0.2948  13.1296  -0.0021  0.0052  0.0003
O  8.7882  -9.2383  17.0096  -0.0002  -0.0005  0.0038
O  -2.1805  -4.374  11.2887  0.0028  0.0264  -0.0129
O  1.3312  -12.334  7.984  0.01  0.0023  0.0045
O  9.8176  -4.6872  16.9483  -0.0042  0.0003  0.0053
O  2.95  -2.0296  17.317  0.0044  0.0041  -0.0004
O  1.8629  -5.2423  12.9496  -0.004  0.0039  -0.0002
O  4.3412  0.0995  17.367  -0.004  -0.007  -0.0019
O  5.0806  -0.1461  22.2871  -0.0042  -0.0031  0.0056

Results
free energy: -126871.089 eV
free energy less fixed offsets of O -568.88, Si -635.61 eV per atom: -2.609 eV

The program warned: the cutoff lies below the one the program advises for these potential files; the forces do not sum to zero within the program's tolerance; the exchange-correlation potential is rough where the density is thin.
